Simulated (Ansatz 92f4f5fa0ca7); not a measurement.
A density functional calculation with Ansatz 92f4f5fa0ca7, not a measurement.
Periodic cell of 238 atoms, Si134O104, from a study of silicon, its oxide and their interface. The atomic structure is a simulated model.

Settings: functional r2SCAN; potential files Ansatz norm-conserving; basis plane waves; wave-function cutoff 1300 eV; density cutoff ratio 4; exchange-correlation grid ratio 1; k mesh 2 x 2 x 1, shifted by 0.5 0.5 0.5 of a step; self-consistency stop 5e-08 eV per atom in the density residual; occupations Fermi-Dirac, 0.05 eV; spin none; net charge 0.

Cell vectors (angstrom)
a  11.5403  0  0
b  0  15.3871  0
c  4.4513  -0.9787  24.0061

Atoms: element, x, y, z (angstrom)
Si  -1.6327  -0.2187  0.7405
Si  2.4873  4.0096  1.5749
Si  1.4494  6.6392  -1.1218
Si  -0.5552  12.3279  -0.1339
Si  4.0315  0.5985  0.6994
Si  4.4733  2.989  0.4033
Si  4.2262  7.6417  -1.0028
Si  4.4358  12.0358  0.4709
Si  7.6859  0.1872  0.0504
Si  7.9626  4.7776  0.5343
Si  8.2129  7.1631  0.6247
Si  6.3881  11.6852  1.93
Si  2.0291  0.4196  1.9046
Si  0.4671  4.0753  0.3474
Si  0.9546  7.8445  1.7355
Si  2.2065  11.8178  1.5526
Si  6.0683  0.0955  1.869
Si  6.1282  3.9437  1.8233
Si  6.1332  7.7234  1.6274
Si  4.205  14.1289  -0.7369
Si  11.5072  1.3771  1.0042
Si  9.989  4.2757  1.6329
Si  10.059  7.8792  1.9405
Si  8.9373  11.6081  1.9847
Si  2.3675  2.2854  3.2147
Si  2.0333  5.9786  2.8568
Si  1.9081  9.8067  2.8698
Si  2.1183  13.6847  3.0519
Si  6.2827  2.0555  3.2
Si  5.7948  5.9186  3.0661
Si  5.9229  9.6562  3.09
Si  6.1001  13.5895  3.3269
Si  10.1331  2.2708  2.8628
Si  9.8188  5.9799  3.1927
Si  9.5698  9.7274  3.2614
Si  9.6659  13.4992  3.2537
Si  0.3358  2.1735  4.378
Si  0.2675  5.8844  4.3941
Si  0.0794  9.8001  4.4285
Si  0.1875  13.5932  4.4212
Si  4.3085  2.1514  4.5173
Si  3.8388  6.0671  4.3695
Si  3.9027  9.6941  4.3518
Si  4.0905  13.6317  4.5551
Si  8.2189  2.0801  4.5061
Si  7.7683  5.9308  4.3412
Si  7.753  9.6666  4.696
Si  7.9718  13.663  4.8453
Si  0.3851  0.2121  5.6814
Si  0.0226  4.013  5.7112
Si  0.1554  7.7674  5.818
Si  0.1789  11.6856  5.7997
Si  4.3292  0.2377  5.9165
Si  3.9929  4.1473  5.7296
Si  3.9041  7.8636  5.88
Si  4.1255  11.5624  5.8591
Si  8.1767  0.3035  6.1268
Si  7.8547  4.0847  5.7603
Si  7.7033  7.6538  5.9259
Si  7.9733  11.6441  6.1137
Si  2.3179  0.2033  7.0723
Si  1.9443  3.9452  6.9285
Si  1.9984  7.8004  7.3318
Si  2.1121  11.598  7.0984
Si  6.1888  0.476  7.4458
Si  5.9017  4.6544  7.0222
Si  5.795  7.3354  7.2825
Si  6.0409  11.5253  7.4265
Si  10.2821  0.2119  7.3209
Si  9.7423  4.6001  7.0384
Si  9.712  7.0183  6.9933
Si  10.0192  11.6833  7.467
Si  1.8941  2.1165  8.4078
Si  1.8392  5.7104  8.4409
Si  1.4004  9.827  8.532
Si  1.8934  13.6052  8.2499
Si  6.3785  2.1684  11.6518
Si  7.7106  3.2966  10.0585
Si  6.1899  9.2413  8.902
Si  5.987  13.7  8.5226
Si  11.1013  1.7083  9.0179
Si  9.9676  3.7545  9.2407
Si  10.5634  9.8144  8.9287
Si  11.009  13.6727  8.5323
Si  4.4055  3.3673  11.5876
Si  3.6224  3.4245  9.4453
Si  -0.1561  5.6921  9.7969
Si  3.51  17.1805  13.1914
Si  5.8592  2.8634  8.538
Si  6.6339  5.522  11.9561
Si  2.5556  9.4589  11.4012
Si  3.9145  13.2793  9.4874
Si  10.5609  0.1793  10.7575
Si  1.3212  6.9562  12.0793
Si  9.8155  7.5215  9.2534
Si  12.5431  15.6542  13.1096
Si  9.5421  10.3651  11.0345
Si  7.9528  10.2358  16.2793
Si  5.0999  10.6431  10.5162
Si  3.3156  -2.6521  14.9969
Si  0.1585  9.4719  13.031
Si  6.9638  3.8048  14.2898
Si  9.528  9.1886  18.349
Si  10.1409  8.7022  15.47
Si  9.4997  1.3671  17.7884
Si  11.328  0.3674  20.0591
Si  8.7388  9.5664  22.6586
Si  7.7162  8.0689  10.4492
Si  3.8056  8.9989  18.6402
Si  4.5878  -1.6482  17.4709
Si  7.2379  -0.1351  17.1303
Si  7.4012  12.6237  11.129
Si  9.7313  11.9907  19.509
Si  2.0289  6.9986  17.4276
Si  4.1885  3.5205  15.4612
Si  2.3009  5.8261  14.7466
Si  2.0699  -0.352  18.3073
Si  9.4551  13.0002  16.756
Si  12.1846  13.964  15.6701
Si  11.2458  1.9607  22.5352
Si  10.507  13.4485  21.9052
Si  11.0339  3.8557  17.8067
Si  8.3537  1.4007  15.0782
Si  10.3475  7.8222  20.8955
Si  11.1941  6.0581  15.9786
Si  13.8746  2.717  17.8083
Si  16.0654  7.6213  20.9893
Si  3.4577  14.255  12.4521
Si  13.0891  6.8364  21.5905
Si  5.0168  10.9328  16.595
Si  7.9303  -0.118  12.2987
Si  1.6255  4.7965  19.5216
Si  7.2286  11.7602  21.0776
Si  4.5434  10.4652  21.0587
O  5.0035  7.4801  0.4031
O  0.928  11.9362  0.4311
O  5.7047  11.5045  20.6055
O  3.0734  6.5062  -1.1838
O  1.1352  7.6692  0.0948
O  -1.9482  -0.4899  2.343
O  1.9289  10.1317  10.0727
O  7.6344  13.6667  12.3837
O  2.3371  7.853  11.1697
O  7.0927  13.4801  9.7788
O  8.7912  11.8034  10.9629
O  5.1077  4.8772  11.9591
O  1.8694  17.0403  13.1486
O  10.8406  14.0508  10.1727
O  6.4451  10.6364  15.8819
O  -0.8434  -1.4891  0.0758
O  0.7388  5.1788  -0.885
O  0.2181  2.5242  -0.2452
O  0.8675  7.2937  -2.499
O  3.5799  10.1674  19.7646
O  5.1538  9.0201  21.5531
O  8.1421  12.2209  19.8109
O  -0.7313  12.0725  -1.7267
O  1.7461  5.3165  21.0427
O  9.6701  6.5696  21.7007
O  3.5373  9.1285  -0.9919
O  7.7963  10.3189  21.5674
O  0.075  7.9207  12.5321
O  7.3621  1.6696  -0.6155
O  1.1302  -0.9465  17.1333
O  8.1641  7.8436  -0.8849
O  9.6458  2.2184  22.8897
O  14.5074  7.5957  21.4541
O  10.1171  9.145  21.8429
O  6.5894  2.6758  13.1915
O  2.399  8.4521  18.0401
O  7.2401  5.1977  13.4741
O  3.3081  4.5822  14.6156
O  4.1395  11.6495  9.6404
O  4.1268  9.8322  11.5597
O  6.5534  0.5506  11.7403
O  11.9918  6.9046  17.1151
O  11.258  15.9009  12.1821
O  7.4674  4.7858  10.7673
O  0.6169  5.721  11.3053
O  3.2219  5.0783  9.2325
O  1.6957  9.9404  12.7269
O  12.1673  15.2082  14.6228
O  4.0017  13.9222  10.988
O  3.78  -2.3489  13.4758
O  15.0912  3.3746  16.9441
O  10.6631  10.416  12.2194
O  4.0032  17.4879  14.7126
O  6.1955  11.5417  11.357
O  13.3879  14.4733  12.3738
O  8.0191  9.4699  17.7463
O  8.9809  0.2431  11.1129
O  2.2767  6.5604  13.323
O  13.924  3.3706  19.3086
O  7.0068  0.8005  15.8104
O  4.5935  7.7497  19.3535
O  2.5669  1.1305  17.8714
O  3.8901  11.2818  15.4668
O  2.8031  6.7554  16.0032
O  8.4216  9.2141  11.4258
O  11.2773  9.485  14.6026
O  8.0297  0.7958  18.2282
O  4.0924  15.6658  12.9378
O  1.6895  -2.5723  15.145
O  4.6469  9.5861  17.3983
O  9.6295  7.9715  19.4242
O  9.7677  2.9154  18.1792
O  11.4495  1.7464  20.9244
O  10.3907  4.8592  16.6978
O  8.8927  11.5519  16.3288
O  12.7893  -0.2832  19.7136
O  3.3926  -1.2852  18.5156
O  10.6451  12.2445  20.8224
O  10.6684  13.3913  15.7535
O  3.9898  -1.5056  15.9579
O  7.7213  4.2069  -1.0196
O  8.6263  9.2448  15.1602
O  10.2012  7.0875  15.2122
O  6.8534  7.0926  11.5192
O  8.5071  0.555  13.6869
O  10.0776  12.9664  18.2602
O  5.8233  -0.6313  17.7144
O  12.366  3.0646  17.2149
O  9.6021  1.1727  16.1462
O  9.7889  11.4632  0.5594
O  8.2564  3.0448  14.958
O  8.1829  -1.3868  16.695
O  10.4105  14.7966  20.9875
O  10.6339  0.5619  18.6054
O  10.0863  10.478  19.119
O  2.3768  5.8561  18.5248
O  0.7549  5.3651  15.0045
O  7.3613  -0.9417  -1.1354
O  5.106  -3.1872  17.6256
O  5.7646  3.9589  15.4014
O  7.3192  12.8596  22.2677
O  11.9417  7.5808  20.6952
O  11.5825  4.6573  19.1166
O  10.4599  8.9929  17.0369

Results
free energy: -64035.984 eV
free energy less fixed offsets of O -463.61, Si -117.95 eV per atom: -15.244 eV
pressure: -2.16 GPa
stress xx, yy, zz, yz, xz, xy (GPa, positive in tension): 2.93, 2.17, 1.36, -0.24, 0.26, 0.13

Forces (eV/angstrom), in the order of the atoms: element, x, y, z
Si  0.3583  0.0135  -0.4886
Si  -0.2741  -0.2497  -0.298
Si  -0.2207  -0.021  0.007
Si  -0.2696  -0.252  -0.4863
Si  0.067  -0.074  0.0244
Si  0.1974  0.4213  -0.4362
Si  -0.0149  0.1  -0.4439
Si  0.1419  -0.0657  -0.0708
Si  -0.6453  0.1835  -0.5342
Si  0.2372  -0.5398  -0.4494
Si  0.0731  0.5903  -0.6314
Si  -0.0856  0.1313  0.3148
Si  0.008  -0.1942  -0.0887
Si  0.2756  0.0814  -0.6982
Si  0.4104  -0.0468  -0.726
Si  -0.5774  0.1847  -0.3768
Si  0.0858  0.0955  0.0913
Si  0.0122  0.0859  0.192
Si  -0.4207  -0.2071  -0.0904
Si  -0.6416  0.0311  -0.4021
Si  -0.212  0.0708  -0.7855
Si  0.0144  0.0294  0.2023
Si  -0.0168  0.1555  -0.0803
Si  0.2118  -0.1927  -0.5109
Si  -0.0473  0.0203  0.2084
Si  0.0575  0.2466  -0.0061
Si  -0.0366  -0.2151  0.2537
Si  0.0218  0.0883  0.2617
Si  0.0687  -0.2153  0.0764
Si  0.0066  -0.0976  0.1138
Si  0.1541  0.1361  0.1103
Si  0.0995  0.0661  0.0452
Si  0.3243  0.383  0.0109
Si  -0.0694  0.1136  0.2807
Si  0.0089  -0.0737  0.0234
Si  0.0343  0.38  0.1244
Si  -0.1276  0.1973  0.1447
Si  -0.2288  -0.1672  0.1451
Si  -0.0795  0.0511  0.2777
Si  0.1374  -0.1927  -0.0915
Si  0.1513  -0.0179  0.0609
Si  -0.0047  -0.0856  -0.1104
Si  0.1174  0.2219  -0.108
Si  0.0723  -0.083  0.0411
Si  -0.043  -0.2052  -0.1953
Si  0.1192  -0.1046  0.0055
Si  -0.0209  -0.0592  0.2003
Si  -0.4064  -0.059  0.1157
Si  0.1211  0.0643  -0.3017
Si  0.2088  -0.0492  0.0155
Si  -0.1231  -0.0124  -0.1596
Si  0.0648  -0.072  -0.0514
Si  0.0086  -0.0564  -0.2047
Si  -0.0624  0.1338  0.0148
Si  -0.0053  -0.2454  0.1822
Si  -0.1314  0.0406  -0.0512
Si  0.1885  -0.0434  -0.117
Si  0.0087  0.2298  -0.1379
Si  0.2072  0.1832  -0.0158
Si  0.0584  -0.0705  -0.0125
Si  -0.2195  0.0417  -0.0654
Si  -0.1675  0.2087  -0.149
Si  -0.0366  0.3775  0.0415
Si  -0.111  -0.0448  -0.2775
Si  -0.203  0.2615  -0.3534
Si  -0.1337  0.0603  -0.2012
Si  -0.0328  0.126  -0.2384
Si  0.3793  -0.3134  -0.7623
Si  -0.0828  0.1341  -0.0728
Si  -0.0904  0.1305  -0.1605
Si  0.0219  -0.2026  -0.0769
Si  -0.0702  -0.3988  -0.158
Si  -0.1154  -0.1913  0.1144
Si  0.7524  -0.7801  -0.2622
Si  0.1102  0.083  0.514
Si  0.1577  -0.0533  0.1696
Si  0.8595  -0.451  -0.0832
Si  -0.183  0.1785  0.5291
Si  -0.1076  0.0367  0.0518
Si  0.6015  0.0614  0.6073
Si  0.1168  0.0973  0.0629
Si  -0.0748  -0.0406  -0.2159
Si  -0.3247  0.1701  0.4127
Si  -0.0465  -0.0779  0.8019
Si  0.0787  0.1486  0.4838
Si  -0.081  0.5994  -0.1265
Si  -0.0829  0.1079  0.687
Si  -0.2589  -0.011  0.5364
Si  -0.1724  -0.1945  -0.3551
Si  0.1135  -0.0963  -0.1764
Si  -0.1582  0.0082  0.0674
Si  -0.7781  0.1206  0.6624
Si  -0.0224  0.0096  0.0361
Si  -0.0988  0.2508  0.2529
Si  -0.0607  -0.1119  -0.2155
Si  -0.069  0.1014  0.0902
Si  0.4954  0.16  -0.0432
Si  -0.0973  -0.0915  -0.0562
Si  -0.2495  -0.3731  0.1122
Si  -0.0964  -0.0934  0.2141
Si  -0.3337  0.1611  0.2138
Si  0.0209  -0.3751  0.2717
Si  0.0009  -0.1302  0.069
Si  0.0276  0.0064  -0.0025
Si  -0.0363  0.1467  -0.0386
Si  0.0141  -0.1875  -0.3239
Si  0.0522  -0.1406  -0.7019
Si  0.4332  0.1881  0.507
Si  -0.1002  0.0362  -0.1008
Si  0.0138  0.0386  0.1511
Si  -0.1456  0.0023  0.0665
Si  0.2952  -0.058  0.1481
Si  0.1019  -0.1121  -0.22
Si  0.0643  0.3032  0.2261
Si  0.0807  -0.1886  0.1894
Si  -0.0662  -0.1128  0.2712
Si  0.1012  -0.0882  -0.0601
Si  0.0728  -0.0474  -0.0759
Si  -0.0848  -0.0599  0.0242
Si  -0.0635  0.3848  -0.0755
Si  0.0656  -0.1086  -0.4102
Si  -0.2231  0.0686  -0.0659
Si  -0.0008  0.1065  0.1407
Si  -0.0336  0.0784  -0.1643
Si  -0.2339  -0.0253  0.0264
Si  0.0776  0.0401  0.0003
Si  0.0888  0.0955  -0.1326
Si  -0.1183  0.0749  -0.0619
Si  0.023  0.2049  -0.2846
Si  0.032  -0.2421  0.0636
Si  0.1361  0.2035  0.0017
Si  0.0677  0.178  0.0962
Si  -0.1245  -0.467  -0.3488
Si  0.0007  -0.2834  -0.2951
O  0.4126  0.1355  0.2723
O  0.4363  -0.0143  0.4268
O  0.1818  0.0094  0.2467
O  -0.0307  0.1181  0.0971
O  -0.0299  -0.0386  0.1712
O  0.0354  -0.6105  0.0033
O  0.212  -0.1063  -0.0609
O  -0.0735  -0.0484  -0.395
O  -0.1752  -0.0076  0.0421
O  -0.3192  0.0643  -0.2559
O  -0.3047  0.0161  0.0141
O  0.0159  -0.0222  0.0241
O  0.2282  -0.3088  -0.0525
O  -0.0788  0.1824  -0.4853
O  -0.0009  0.0593  0.2074
O  -0.3234  -0.1114  0.3734
O  0.0551  -0.0028  0.4939
O  -0.1234  -0.1992  1.1317
O  0.1081  -0.0054  0.356
O  0.3094  -0.1748  0.1106
O  -0.2468  0.057  -0.187
O  0.0853  -0.0225  0.2798
O  0.2836  0.0144  0.3991
O  -0.0839  0.0871  -0.1158
O  -0.1107  0.1831  0.3313
O  0.2968  -0.0365  0.0888
O  0.0922  0.2883  0.2192
O  0.2545  -0.0772  -0.0973
O  0.0537  -0.3037  0.0012
O  0.1062  0.0553  -0.0062
O  -0.086  -0.3305  0.1723
O  0.2722  -0.2215  0.3153
O  0.0228  -0.1277  -0.0271
O  -0.3074  -0.1696  0.1718
O  -0.2462  0.1458  0.1964
O  0.1964  -0.2711  -0.014
O  -0.2506  -0.0552  -0.4177
O  -0.0614  0.18  0.0269
O  0.1818  -0.0689  0.4032
O  -0.274  0.2705  -0.0477
O  0.0621  0.1107  0.2386
O  0.1176  -0.2072  -0.2006
O  0.0889  -0.2059  0.0919
O  -0.1691  0.1589  0.1013
O  -0.0073  0.1069  -0.4013
O  -0.2818  -0.3552  0.2619
O  0.1657  -0.1725  -0.3632
O  0.1476  -0.0955  -0.2295
O  0.1109  -0.154  -0.0598
O  -0.1056  0.2455  -0.0798
O  -0.1075  -0.0052  -0.1146
O  -0.039  -0.2452  0.0996
O  -0.0491  0.1798  -0.1884
O  -0.1954  -0.0691  -0.241
O  0.1662  0.0808  0.2228
O  0.3545  0.1739  -0.1681
O  -0.0032  -0.1661  0.0194
O  -0.1752  0.012  -0.1737
O  -0.2775  0.1245  -0.3322
O  0.4396  -0.0228  0.0598
O  -0.2159  0.2385  0.2628
O  -0.1709  -0.0381  0.0713
O  0.0754  0.3644  0.0613
O  -0.307  -0.2633  -0.1429
O  0.0733  0.0908  -0.3371
O  -0.0452  -0.2143  -0.293
O  0.225  -0.0636  -0.3655
O  -0.172  0.1805  -0.1613
O  0.2189  0.2215  -0.0091
O  -0.0261  0.2067  0.0733
O  0.1519  0.2035  0.2062
O  0.2225  -0.2318  -0.1202
O  -0.0383  -0.204  0.2936
O  0.4249  0.0759  0.1143
O  -0.0525  -0.0001  0.1192
O  -0.2843  0.2188  -0.0551
O  -0.051  0.1098  -0.27
O  -0.1665  0.172  -0.0644
O  0.0323  0.0848  0.1858
O  -0.0369  -0.2337  -0.0186
O  -0.3348  -0.049  0.2215
O  0.2741  0.0854  0.3346
O  0.2483  0.1225  0.1556
O  0.0737  0.0999  -0.3338
O  -0.1828  -0.0583  -0.1127
O  -0.1421  -0.164  0.0834
O  0.0238  -0.1275  -0.1309
O  0.053  0.0382  0.2344
O  -0.3493  -0.0255  0.1539
O  0.0567  0.2414  0.4038
O  -0.2681  -0.1088  -0.1342
O  0.0676  0.1402  0.1027
O  0.1696  -0.0747  0.1387
O  0.0862  0.0405  0.2066
O  -0.2105  0.1465  -0.0197
O  -0.2602  -0.105  -0.0008
O  0.2296  0.2815  0.0819
O  0.2429  0.4488  0.4764
O  -0.1166  0.0882  -0.2518
O  -0.0843  -0.0563  -0.3238
O  0.397  0.0257  0.332
O  -0.0037  -0.1572  0.2336
O  0.2775  -0.1595  -0.1485
O  -0.2984  -0.014  -0.0998
